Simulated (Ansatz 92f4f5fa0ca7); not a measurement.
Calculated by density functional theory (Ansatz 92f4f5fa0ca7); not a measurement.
Periodic cell of 462 atoms, Si286O176, from a study of silicon, its oxide and their interface. The atomic structure is a simulated model.
This geometry differs little from another in the collection (a relaxation step or a small displacement).

Settings
functional: r2SCAN
potential files: Ansatz PAW
basis: plane waves
wave-function cutoff: 800 eV
density cutoff ratio: 5
exchange-correlation grid ratio: 1
k mesh: 1 x 1 x 1, Gamma-centred
self-consistency stop: 1e-10 eV per atom in the density residual
occupations: fixed
spin: none
net charge: 0

Cell vectors (angstrom)
a	16.3305	0	0
b	0	16.3305	0
c	0	0	29.6593

Atoms and the computed forces on them: element, x, y, z (angstrom), force x, y, z (eV/angstrom)
Si	-0.358	-0.142	-0.065	0.001	0	0
Si	3.01	2.325	0.215	0	0	-0.001
Si	0.02	5.767	0.4	0.001	0	-0.001
Si	3.099	7.673	0.068	0	0	-0.002
Si	-0.227	11.019	0.16	0	0	0
Si	2.993	13.257	-0.033	0	0	-0.001
Si	5.29	0.188	0.126	0	0	-0.001
Si	8.596	2.563	-0.05	0	0	-0.001
Si	5.249	5.308	0.08	0	-0.001	-0.001
Si	8.745	7.672	-0.175	0	0	-0.001
Si	5.301	11.116	0.101	0	-0.001	-0.001
Si	8.673	13.475	-0.1	0	0	-0.001
Si	10.915	0.432	-0.052	-0.001	0	-0.001
Si	13.366	3.666	-0.296	0	0	-0.002
Si	10.946	5.524	0.363	0	0	-0.001
Si	14.023	7.83	0.468	0	0	0
Si	10.777	11.075	-0.368	0	0	-0.001
Si	13.943	13.297	0.185	0	0	0
Si	1.199	1.233	1.237	0	0	0
Si	4.079	3.942	1.555	0	0	0
Si	1.552	6.883	1.654	0.001	0	0
Si	4.158	9.438	1.29	0	0	0
Si	1.427	12.171	1.364	0	0	0
Si	4.074	14.904	1.311	0	0	0.001
Si	6.939	1.399	1.282	0	0	0
Si	9.605	4.024	1.492	0	0	0
Si	6.958	6.631	1.125	0	-0.001	0
Si	9.666	9.466	1.09	0.001	0	0
Si	6.959	12.341	1.216	0	0	0
Si	9.784	15.041	1.248	0	0	0
Si	12.446	1.682	1.161	0.001	0	0
Si	14.984	4.189	1.385	0.001	-0.001	0
Si	12.346	6.802	1.681	0.001	0	0
Si	15.083	9.514	1.62	0	0	-0.001
Si	12.252	12.13	1.238	0	0	0
Si	15.053	14.82	1.55	0	0	0
Si	-0.031	2.68	2.653	0	0	0
Si	2.637	-0.093	2.653	0	0	0
Si	0.15	8.223	2.959	0	0	0
Si	2.772	5.352	2.891	0	0	0
Si	0.137	13.52	2.833	0	0	0
Si	2.774	10.773	2.706	0	0	0
Si	5.572	2.658	2.782	0	0	0
Si	8.275	-0.03	2.618	0	0	0
Si	5.596	8.061	2.565	0	0	0
Si	8.172	5.392	2.723	0	0	0
Si	5.536	13.613	2.65	0	0	0
Si	8.254	10.833	2.517	0	0	0
Si	11.047	2.727	2.769	0	0	0
Si	13.634	0.079	2.603	0	-0.001	0.001
Si	10.917	8.273	2.751	0	0	0
Si	13.699	5.414	2.935	0.001	0	0
Si	11.004	13.593	2.638	0	0	0
Si	13.576	10.869	2.775	0	0	0
Si	1.315	4.015	4.113	0	0	0
Si	4.075	1.287	4.016	0	0	0
Si	1.469	9.58	4.25	0	0	0
Si	4.207	6.783	4.064	0	0	0
Si	1.42	14.936	4.162	0	0	0
Si	4.158	12.208	3.995	0	0	0
Si	6.843	4.072	4.14	0	0	0
Si	9.609	1.327	4.032	0	-0.001	0
Si	6.884	9.492	3.946	0	0	0
Si	9.54	6.816	4.041	0	0	0
Si	6.86	14.987	4.019	0	0	0
Si	9.561	12.229	3.952	0	0	0
Si	12.304	4.066	4.213	-0.001	-0.001	0
Si	14.982	1.341	4.06	0	0	0
Si	12.244	9.561	4.172	0	0	0
Si	15.055	6.82	4.216	0	0	0
Si	12.304	15.003	4.003	0	0	0
Si	14.99	12.225	4.116	0	0	0
Si	0.016	0.001	5.448	0	0	0
Si	2.728	2.668	5.419	0	-0.001	0
Si	0.037	5.403	5.527	0	-0.001	0
Si	2.829	8.132	5.471	0	0	0
Si	0.021	10.91	5.524	0	0	0
Si	2.811	13.562	5.437	0	0	0
Si	5.456	-0.034	5.409	0	0	0
Si	8.229	2.689	5.415	0	0	0
Si	5.476	5.431	5.485	0	-0.001	0
Si	8.175	8.165	5.403	0	-0.001	0
Si	5.502	10.839	5.353	0	0	0
Si	8.185	13.574	5.357	0	0	0
Si	10.912	-0.044	5.416	0	0	0
Si	13.653	2.672	5.494	0	0	0
Si	10.895	5.468	5.458	0	0	0
Si	13.619	8.183	5.497	0	0	0
Si	10.861	10.938	5.45	0	0	0
Si	13.648	13.663	5.415	-0.001	0	0
Si	1.368	1.357	6.823	0	0	0
Si	4.057	4.071	6.792	0	0	0
Si	1.423	6.789	6.831	0	0	0
Si	4.144	9.533	6.796	0	0	0
Si	1.395	12.29	6.836	0	0	0
Si	4.125	14.936	6.817	0	0	0
Si	6.802	1.367	6.764	0	0	0
Si	9.534	4.072	6.793	0	0	0
Si	6.807	6.834	6.805	0	0	0
Si	9.502	9.536	6.788	0	0	0
Si	6.809	12.229	6.744	0	0	0
Si	9.509	14.945	6.755	0	0	0
Si	12.25	1.327	6.802	0	-0.001	0
Si	14.98	4.053	6.855	0	0	0
Si	12.239	6.825	6.836	0	0	0
Si	14.979	9.537	6.846	0	0	0
Si	12.246	12.311	6.766	0	0	0
Si	14.975	15.004	6.816	0	0	0
Si	0.013	2.723	8.221	0	0	0
Si	2.728	-0.017	8.156	0	0	0
Si	0.02	8.157	8.167	0	0	0
Si	2.731	5.421	8.214	0	0	0
Si	0.005	13.657	8.171	0	0	0
Si	2.765	10.9	8.154	0	0	0
Si	5.423	2.721	8.142	0	0	0
Si	8.14	-0.011	8.125	0	0	0
Si	5.426	8.164	8.195	0	0	0
Si	8.152	5.443	8.121	0	0	0
Si	5.464	13.567	8.181	0	0	0
Si	8.118	10.87	8.146	0	0	0
Si	10.872	2.683	8.148	0	0	0
Si	13.612	0.027	8.19	0	0	0
Si	10.849	8.186	8.175	0	0	0
Si	13.597	5.431	8.164	0	0	0
Si	10.867	13.628	8.141	0	0	0
Si	13.588	10.932	8.136	0	0	0
Si	1.345	4.102	9.596	0	0	0
Si	4.061	1.365	9.521	0	0	0
Si	1.373	9.561	9.489	0	0	0
Si	4.063	6.801	9.579	0	0	0
Si	1.329	15.024	9.545	0	0	0
Si	4.077	12.246	9.587	0	0	0
Si	6.765	4.122	9.481	0	-0.001	0
Si	9.491	1.334	9.525	0	0	0
Si	6.735	9.545	9.55	0	0	0
Si	9.457	6.8	9.509	0	0	0
Si	6.785	14.986	9.521	0	0	0
Si	9.492	12.241	9.467	0	0	0
Si	12.196	4.081	9.482	0	0	0
Si	14.95	1.399	9.584	0	0	0
Si	12.22	9.577	9.496	0	0	0
Si	14.977	6.782	9.513	0	0	0
Si	12.201	15.018	9.496	0	0	0
Si	14.941	12.294	9.494	0	0	0
Si	-0.015	0.047	10.953	0	0	0
Si	2.699	2.712	10.918	0	0	0
Si	-0.021	5.475	10.971	0	0	0
Si	2.651	8.188	10.893	0	0	0
Si	0.005	10.942	10.816	0	0	0
Si	2.671	13.655	10.888	0	0	0
Si	5.394	0.005	10.901	0	0	0
Si	8.097	2.743	10.816	0	0	0
Si	5.45	5.447	10.931	0	0	0
Si	8.048	8.131	10.866	0	0	0
Si	5.402	10.866	11	0	0	0
Si	8.17	13.619	10.831	0	0	0
Si	10.854	-0.018	10.931	0	0	0
Si	13.54	2.794	10.888	0	0	0
Si	10.802	5.402	10.829	0	-0.001	0
Si	13.582	8.163	10.792	0	0	0
Si	10.823	10.906	10.86	0	0	0
Si	13.549	13.665	10.821	0	0	0
Si	1.316	1.437	12.353	0	0	0
Si	4.094	4.054	12.25	0	0	0
Si	1.307	6.901	12.343	0	0	0
Si	3.961	9.468	12.339	0	0	0
Si	1.281	12.333	12.246	0	0	0
Si	3.967	15.032	12.281	0	0	0
Si	6.776	1.4	12.207	0	0	0
Si	9.418	4.069	12.221	0	0	0
Si	6.73	6.833	12.367	0	0	0
Si	9.406	9.502	12.142	0	0	0
Si	6.818	12.332	12.232	0	0	0
Si	9.529	14.861	12.291	0	0	0
Si	12.173	1.448	12.242	0	0	0
Si	14.847	4.168	12.288	0	0	0
Si	12.142	6.818	12.099	0	0	0
Si	14.99	9.522	12.089	0	0	0
Si	12.158	12.352	12.169	0	0	0
Si	14.865	15.012	12.219	0	0	0
Si	-0.157	2.805	13.654	0	0	0
Si	2.641	0.05	13.773	0	0	0
Si	-0.135	8.275	13.702	0	0	0
Si	2.794	5.51	13.553	0	0	0
Si	-0.166	13.655	13.616	0	0	0
Si	2.589	10.929	13.608	0	0	0
Si	5.409	2.677	13.664	0	0	0
Si	8.148	-0.008	13.484	0	0	0
Si	5.28	8.11	13.809	0	0	0
Si	8.14	5.435	13.667	0	0	0
Si	5.377	13.666	13.561	0	0	0
Si	8.18	10.915	13.536	0	0	0
Si	10.716	2.703	13.625	0	0	-0.001
Si	13.548	0.101	13.567	0	0	0
Si	10.726	8.102	13.456	0	0	0
Si	13.451	5.589	13.586	0	0	0
Si	10.89	13.544	13.799	0	0	0
Si	13.55	10.89	13.273	0	0	0
Si	1.267	4.299	14.74	0	-0.001	0
Si	4.292	1.159	15.116	0	0	0.001
Si	0.937	9.953	14.998	0	0	0
Si	4.315	6.318	15.22	0	0	0.001
Si	0.965	15.207	14.981	0	0	0
Si	4.216	12.084	14.839	0	0	0.001
Si	6.659	4.166	14.966	0	0	0.001
Si	9.639	1.017	14.971	0	0	0.001
Si	6.474	9.881	14.754	0	0	0
Si	9.741	6.57	14.98	0	0	0
Si	6.535	15.284	14.782	0	-0.001	0.001
Si	9.899	11.69	15.02	0	0	0.001
Si	11.888	4.328	14.802	0	-0.001	0
Si	15.102	1.15	15.009	0	0	0.001
Si	12.139	9.559	14.519	0	0	0
Si	14.314	7.406	14.886	0	0	0
Si	12.049	15.304	14.946	0	0	0.001
Si	14.899	12.017	14.762	0	0	0.001
Si	-5.403	-19.273	18.873	0	0	0.001
Si	2.851	7.539	20.262	0	0	0
Si	-0.425	-0.264	23.195	0	0.001	0
Si	-9.071	18.837	23.117	0	0	0
Si	-14.709	-5.78	17.846	0	0	0.001
Si	4.431	26.278	19.075	0	0	0
Si	3.422	1.818	24.632	0	-0.001	0
Si	-1.664	0.121	20.469	0	0	0.001
Si	-16.126	20.139	20.998	0	-0.001	0
Si	8.266	-2.886	21.712	0	0	0
Si	-2.382	4.961	26.583	0	0	-0.001
Si	-10.96	20.336	24.908	0	0	-0.001
Si	5.391	9.938	27.026	0	0	-0.001
Si	7.009	9.293	17.634	0	0	0.001
Si	2.328	29.632	17.099	0	0	0.001
Si	0.349	20.849	25.415	0	0	-0.001
Si	13.4	15.731	28.102	0	0	0
Si	12.608	2.932	24.743	0	0	0
Si	3.144	3.163	21.744	-0.001	-0.001	0
Si	6.939	15.009	27.518	0	0	-0.002
Si	13.192	13.475	17	-0.001	0	0.001
Si	6.654	19.845	27.49	0.001	-0.001	-0.001
Si	10.729	44.746	23.117	0	0	0
Si	6.17	-3.673	25.868	0	0	-0.001
Si	-14.516	20.638	27.85	0.001	0	-0.002
Si	12.904	20.755	19.452	0	0	0.001
Si	-2.436	24.298	27.311	0	0	-0.001
Si	25.808	3.12	24.882	0	0	-0.001
Si	16.898	18.134	24.939	0	0	0
Si	-8.148	25.689	22.589	0	0	0
Si	14.336	16.899	25.527	0	0	-0.001
Si	11.935	10.035	26.37	0	0	-0.001
Si	3.503	21.909	18.189	0.001	0	0.001
Si	-8.045	18.516	20.156	0	0	0
Si	13.815	19.055	21.782	0	-0.001	0
Si	-2.497	3.148	16.886	0	0	0.001
Si	-15.299	14.339	27.442	0	-0.001	-0.001
Si	9.822	4.357	18.912	0	0	0.001
Si	-26.915	28.592	20.75	0	0	0
Si	-20.737	9.44	21.931	0	0	0
Si	8.442	-5.225	24.82	0	0	-0.001
Si	-8.055	2.618	17.238	0	0	0.001
Si	7.542	23.044	22.091	0	0	0
Si	16.345	9.649	27.024	0	0	-0.001
Si	4.816	5.593	20.854	0	0	-0.002
Si	2.963	16.756	20.544	0	0	0
Si	13.645	29.822	19.917	0	0	0.001
Si	1.343	-18.595	24.555	0	0	-0.001
Si	15.752	5.611	16.724	0	0	0.001
Si	7.833	8.476	26.513	0	0	-0.001
Si	6.998	-1.846	17.596	0	0	0.001
Si	19.012	24.837	26.855	0	-0.001	0
Si	16.897	17.775	19.039	0	0	0.001
Si	-13.306	-10.534	25.593	0	-0.001	0
Si	5.753	-2.69	23.163	0.001	0	0
Si	9.005	31.941	19.596	0	0	0
Si	-8.944	17.534	25.828	0	0	-0.001
Si	-0.956	22.557	19.578	0	0	0.001
Si	13.342	12.039	24.317	0	0	-0.001
Si	19.917	-17.166	23.241	0	0	0
Si	4.377	30.869	18.979	0.001	0	0.001
Si	9.016	6.1	24.734	0	0	-0.001
Si	0.185	-7.298	20.231	0	0	0
Si	-6.748	8.271	20.477	0	0	-0.001
Si	14.455	-21.753	21.601	0	0	0
Si	27.092	8.314	24.244	0	0	-0.001
Si	-0.496	12.373	25.83	0	0	-0.001
Si	18.926	-29.951	17.05	0	0	0.001
Si	-7.78	28.223	17.934	0	0	0.001
Si	8.836	23.46	17.969	0	0	0.001
O	-9.019	2.165	-8.16	0	0	0
O	1.387	-7.066	-3.38	-0.001	0	0.001
O	7.379	-3.935	-8.843	0	0	0
O	-3.038	9.848	-8.472	0	0	0
O	0.962	5.236	-0.818	0	0	0.003
O	8.818	18.327	-3.8	0	0	0
O	0.181	-1.689	-6.06	0	0	0
O	7.347	-2.498	-6.676	0	0	0
O	2.483	19.377	-1.126	0.001	-0.001	0.001
O	2.991	-2.402	-11.231	0	0	0
O	1.579	5.451	-4.76	0	0	0
O	13.461	14.175	-1.111	0	0	0
O	4.215	6.526	-0.342	0.001	0	0.001
O	2.304	-2.637	-1.454	0	-0.001	0
O	10.502	6.732	-5.191	0	0	0
O	-2.445	-1.287	-9.341	0	0	0
O	6.49	1.958	-2.673	0	0	0
O	9.937	22.879	-0.466	0	0	0
O	5.977	10.366	-1.186	0	0	0
O	5.48	11.23	-3.578	-0.001	-0.002	0.001
O	3.958	24.945	-9.852	0	0	0
O	2.974	21.449	-2.593	0	-0.001	0.001
O	-2.424	12.456	-13.675	0.001	-0.001	-0.001
O	17.866	8.314	-8.847	0	0	0
O	-1.344	-12.119	-13.115	0	0.001	-0.001
O	13.672	1.278	-8.617	0.001	0	0
O	7.96	10.434	-11.368	0	-0.001	-0.001
O	14.515	0.325	-0.752	0	0	0
O	12.124	12.832	-6.117	0	0	0
O	6.933	1.319	-5.422	-0.001	0	0.001
O	13.149	8.989	-3.304	0.001	-0.001	0.001
O	-2.265	20.256	-1.793	0	0	0.001
O	9.715	12.955	-7.44	0	0	0
O	19.09	-2.109	-5.843	0	0	0.001
O	22.489	19.986	-6.14	0	0	0
O	7.336	12.96	-11.644	0	0	0
O	0.676	5.49	15.719	0	0	0
O	-1.522	6.854	16.337	0	0.001	-0.001
O	-11.098	-5.441	20.109	0	0	0
O	-0.13	5.857	18.236	0	-0.001	-0.001
O	-6.878	25.131	23.425	0	0	0
O	-1.93	18.044	16.394	0	0	-0.001
O	-0.875	16.984	19.127	0	0	0
O	3.738	6.358	16.769	0	0	-0.001
O	-6.39	11.594	24.457	0	0	0
O	-16.013	19.253	19.652	0	0	0
O	4.307	21.565	24.756	0	0	0
O	-1.861	-3.43	25.111	0	0	0
O	11.02	19.112	24.704	0	0	0
O	9.183	0.821	20.075	0	0	0
O	-0.269	5.335	20.741	0	0	0
O	3.837	1.732	16.612	0	0	-0.001
O	-0.127	16.346	15.459	0	0	0
O	8.9	5.644	18.581	0	0	0
O	9.759	8.103	18.882	0	0	-0.001
O	-2.244	13.455	18.349	0	0	-0.001
O	7.359	7.791	18.137	0	-0.001	0
O	-12.484	16.614	24.38	-0.001	0	0
O	-11.242	29.845	19.987	0	0	0
O	8.058	19.801	28.333	0.001	0	0
O	-2.133	27.545	23.184	0	0	0
O	9.264	7.186	16.415	0	0	-0.001
O	10.863	5.454	15.402	0	0	0
O	18.633	7.928	28.323	0.001	-0.001	0.001
O	13.201	8.552	15.316	0	0	0
O	4.526	19.034	25.398	0	0	0
O	7.553	18.587	18.672	0	0	-0.001
O	12.949	4.326	25.484	0	0	0
O	3.162	7.387	25.794	0.001	0	0
O	3.844	9.573	27.099	0.001	0	0
O	11.108	10.59	15.328	0	0	0
O	8.764	19.33	23.432	0	0	0
O	-1.932	12.333	20.783	0	0	0
O	9.17	-4.36	16.444	0	0	-0.001
O	7.273	9.323	16.053	0	0	-0.001
O	-0.861	-8.037	27.113	0	-0.001	0
O	6.474	4.331	26.076	0	-0.001	0.001
O	-0.719	-5.516	26.175	0	0	0
O	8.231	14.419	28.292	0	-0.001	0.001
O	-1.008	5.292	25.766	0	0	0
O	-1.816	-0.019	24.016	0	0	0
O	-10.021	5.949	21.379	0	-0.001	0
O	1.296	28.439	17.501	0	0	0
O	8.351	24.627	28.031	0	-0.001	0.001
O	2.112	3.237	15.62	0	0	-0.001
O	-0.942	3.1	21.889	0	0	0
O	-6.678	3.402	17.611	0	0	0
O	9.255	4.645	25.405	0	0	0
O	-7.528	23.286	21.073	0	0	-0.001
O	-7.808	14.788	20.882	0	0	0
O	11.099	-7.887	20.98	0	0	0
O	-0.15	13.25	27.162	0	0	0
O	3.674	6.657	21.347	0	-0.001	0
O	0.598	9.886	18.908	0	0	0
O	-4.968	21.118	19.12	0	0	0
O	-11.541	21.838	19.211	0	0	-0.001
O	-2.86	6.432	27.052	0	0.001	0.001
O	13.198	2.78	23.258	0	0	0
O	-18.839	38.427	19.362	0	0	0
O	3.123	26.967	18.448	0	0	0
O	9.713	12.325	18.99	0	0	0
O	6.105	13.687	27.096	0	0	0
O	12.504	19.86	16.077	0	0.001	-0.001
O	18.791	6.534	19.025	0	0	-0.001
O	5.422	14.775	17.777	0	0	0
O	10.849	16.327	15.433	0	0	-0.001
O	7.275	3.521	16.341	0	0	-0.001
O	-16.906	-0.18	21.616	0	0	0
O	-0.493	10.101	21.266	0	0	0
O	18.403	18.158	25.518	0	0	0
O	-2.86	3.261	18.455	-0.001	0	-0.001
O	-8.615	10.68	23.396	0	0	0
O	1.458	14.879	25.971	0	0	0.001
O	-7.983	26.212	25.874	0	0	0
O	-1.158	39.455	29.537	0	0	0
O	5.012	-1.339	22.697	0	0	0
O	11.872	16.253	28.349	0	0	0.001
O	0.496	31.87	28.368	0	0	0
O	15.484	-8.517	19.896	0	0	0
O	0.336	10.251	28.496	-0.001	0	0.001
O	-3.101	18.058	25.609	0	-0.001	0
O	20.398	-0.388	19.706	0	0	0
O	7.713	12.382	25.475	0	0	0
O	9.682	1.42	29.083	0	0	0.001
O	-8.201	22.253	23.38	0	-0.001	0
O	1.37	18.151	17.666	0	0	-0.001
O	17.16	12.559	24.882	0	0	0
O	8.235	23.477	25.698	0	0	0
O	2.767	32.43	21.999	0	0	0
O	1.576	25.979	16.487	0	0	-0.001
O	8.696	-6.796	21.048	0	0	0
O	7.047	8.199	22.578	0.001	0	-0.001
O	9.241	3.516	20.193	0	0	0
O	9.658	12.265	29.001	0	0	0
O	13.357	8.424	28.769	0.001	0	-0.001
O	7.412	-0.358	26.284	0	0	0.001
O	11.122	10.809	22.218	0	0	0
O	16.429	19.605	24.423	0	0	0
O	20.474	17.603	29.335	0.001	0	0.001
O	21.885	21.609	15.427	0	0	0
O	7.851	15.536	18.469	-0.001	0	0
O	12.994	14.897	16.239	0	0	-0.001
O	5.381	-2.937	24.69	0	-0.001	0.001
O	0.63	0.88	23.618	0	0	0
O	-12.937	-14.355	20.675	-0.001	0	0
O	19.543	-13.768	23.224	0.001	0	-0.001
O	-4.328	4.581	29.163	-0.001	-0.001	0
O	3.531	29.056	16.175	0	0	0
O	-10.706	4.276	28.5	-0.001	0	0.001
O	5.244	12.378	22.284	0	0	0
O	1.521	14.47	16.33	0	0	-0.001
O	-14.648	3.851	21.634	0.001	-0.001	0
O	7.361	14.651	16.038	0	0.001	-0.001
O	12.523	11.213	25.441	0	-0.001	0
O	-5.531	9.135	25.634	0	0	0
O	8.777	1.375	16.325	0	0	-0.001
O	-3.334	20.159	20.938	-0.001	0	0
O	6.217	8.644	26.516	0	0	0.001
O	4.146	12.161	29.225	0	0	0
O	11.672	-3.238	17.453	0	0	-0.001
O	17.081	3.767	26.786	0	0	0.001
O	5.963	15.848	28.472	-0.001	0	0.001
O	-5.981	14.911	18.992	0	0	-0.001
O	5.382	11.008	15.273	0	0	0
O	13.826	-0.567	26.545	0	0	0.001
O	12.049	-3.153	20.025	0	0	0
O	16.036	-5.342	15.333	0	0	0
O	1.537	0.421	19.815	0	0.001	0
O	19.329	4.029	17.94	0	-0.001	0
O	11.382	10.584	27.818	0	0	0.001
O	-0.533	1.166	25.951	0	0	0.001
O	14.963	12.105	29.356	0	0	0
O	4.343	4.192	21.48	0	0	0
O	5.471	16.383	15.387	-0.001	0	0
O	5.454	9.568	17.899	0	0	0
O	-4.248	8.649	23.355	0	0	0

Results
free energy: -283317.792 eV
free energy less fixed offsets of O -570.45, Si -639.56 eV per atom: -4.432 eV

The program warned: the cutoff lies below the one the program advises for these potential files; the forces do not sum to zero within the program's tolerance; empty levels may hold ghost states of the PAW files; the exchange-correlation potential is rough where the density is thin.
